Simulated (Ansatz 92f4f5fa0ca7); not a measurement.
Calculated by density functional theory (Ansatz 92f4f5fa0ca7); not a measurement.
Periodic cell of 153 atoms, Si99O54, from a study of silicon, its oxide and their interface. The atomic structure is a simulated model.

Settings
functional: r2SCAN
potential files: Ansatz norm-conserving
basis: plane waves
wave-function cutoff: 1300 eV
density cutoff ratio: 4
exchange-correlation grid ratio: 1
k mesh: 2 x 2 x 1, shifted by 0.5 0.5 0.5 of a step
self-consistency stop: 5e-08 eV per atom in the density residual
occupations: Fermi-Dirac, 0.05 eV
spin: none
net charge: 0

Cell vectors (angstrom)
a 11.54 0 0
b 0 11.54 0
c 0 0 20.5556

Atoms: element, x, y, z (angstrom)
Si 0.0875 0.6806 0.0178
Si -0.0872 3.8016 0.2507
Si -0.4163 6.8991 0.2602
Si 4.2243 -0.901 -0.3071
Si 3.8486 4.5026 -0.0392
Si 3.8073 7.6697 0.5338
Si 7.8674 -0.7195 -0.0488
Si 8.1742 3.7562 -0.5167
Si 7.7388 7.5482 0.2997
Si 1.8948 0.006 1.3485
Si 1.9778 3.986 1.3764
Si 1.6955 7.643 1.4794
Si 5.952 -0.2 1.3685
Si 5.8019 4.0136 1.2886
Si 5.7622 7.6764 1.6135
Si 9.7188 0.0317 1.2593
Si 9.4702 3.7396 1.4038
Si 9.463 7.2189 1.7369
Si 1.9775 1.9129 2.797
Si 1.8676 5.8591 3.0973
Si 2.0357 9.6137 2.7465
Si 5.9096 1.9109 2.7983
Si 5.7873 5.8254 2.7561
Si 5.7753 9.5529 2.7521
Si 9.27 1.8119 2.8321
Si 9.4725 5.4764 3.1866
Si 9.5898 9.618 2.6331
Si -0.18 2.0358 4.1305
Si -0.1472 5.8621 4.2543
Si -0.0395 9.5422 4.1753
Si 3.7378 1.8959 4.1431
Si 3.8665 5.9804 4.3417
Si 3.8153 9.4838 4.0366
Si 7.5588 1.8054 4.266
Si 7.5475 5.9679 4.223
Si 7.6571 9.8344 4.0003
Si -0.087 0.0796 5.469
Si -0.1965 3.7454 5.4557
Si -0.2124 7.5949 5.8209
Si 3.8384 -0.1009 5.3513
Si 3.789 4.115 5.5374
Si 3.5711 7.6787 5.4391
Si 7.7829 -0.0982 5.4857
Si 7.4789 3.8856 5.4123
Si 7.8648 7.8253 5.5255
Si 1.8527 0.0689 6.8004
Si 1.9527 4.1419 6.6934
Si 1.8565 7.7933 7.1101
Si 5.7289 -0.0152 6.8111
Si 5.5073 3.9126 6.9223
Si 5.6929 7.8049 6.6301
Si 9.7723 -0.1609 6.9224
Si 9.4145 3.738 7.0002
Si 9.4673 7.731 7.2414
Si 1.8326 2.2185 8.054
Si 1.968 5.8462 8.3098
Si 1.6829 9.688 8.2754
Si 5.7728 1.933 8.0318
Si 5.8378 6.012 8.049
Si 5.8124 9.673 8.1875
Si 9.6733 1.7626 8.2377
Si 9.3678 5.7363 8.4473
Si 9.6786 9.7265 8.5665
Si -0.1533 2.2423 9.5565
Si -0.0306 5.6822 9.779
Si -0.0138 9.7728 10.2234
Si 3.922 2.0086 9.4606
Si 3.896 5.6148 9.344
Si 3.6413 9.905 9.2523
Si 7.568 1.7963 9.6873
Si 7.5855 5.9627 9.7051
Si 7.3409 9.9073 9.7429
Si 0.6056 0.388 11.2288
Si -1.0084 3.9049 11.0545
Si 0.5075 7.5428 11.0933
Si 3.8119 0.0829 10.7724
Si 4.7131 3.8597 10.8163
Si 3.9002 7.6868 10.7198
Si 6.961 0.143 11.1859
Si 7.5126 3.8244 10.8051
Si 6.9937 8.141 11.1727
Si 7.5146 -5.6073 15.2919
Si 3.6121 2.9637 13.3426
Si 5.8914 -1.8233 15.4564
Si 12.1901 2.2271 13.0294
Si 11.6369 3.9395 15.5741
Si 14.129 5.0315 15.2622
Si -0.6956 -0.504 17.8042
Si 0.4524 6.6112 14.0809
Si 8.4451 -3.1067 14.0229
Si 7.1448 3.0464 15.9182
Si 5.6669 4.5059 18.1121
Si 6.0164 12.4016 13.7428
Si -0.627 -2.6201 15.6396
Si -1.6504 8.3 18.1947
Si -6.5742 18.4082 16.055
Si 7.7534 7.4965 18.1337
Si 9.7628 2.5013 17.4885
Si 6.2839 10.2996 18.1649
O -1.2145 0.9793 -3.2527
O 2.8298 -0.1851 -0.1485
O 0.2683 2.3766 -0.621
O -0.3423 5.3155 -0.5504
O -0.6415 7.8144 -1.0778
O -1.8636 9.9973 -2.1212
O 3.8862 -5.3339 -0.4995
O 3.7878 -2.4372 -0.1557
O 7.6289 6.5564 -3.7525
O 4.3018 3.7556 -1.6871
O 6.1386 10.6951 -3.9007
O 11.6461 -0.2538 -1.3006
O 7.5853 4.2893 -5.6203
O 9.1417 2.8817 -1.6355
O 6.6531 -2.8015 -2.3874
O 4.8793 10.7175 -1.7985
O 7.4671 11.1752 -1.6566
O 2.0231 6.0547 14.1473
O -0.0979 0.8994 12.5962
O 1.5308 4.3095 16.3037
O 2.2738 2.1492 12.8097
O 3.9103 4.1135 12.2015
O 0.0197 6.8413 12.439
O 4.8398 -2.9795 15.8803
O 7.4276 0.5867 12.6722
O -2.5566 4.1037 11.6828
O 6.1492 3.7853 11.8953
O 5.4468 7.8751 11.6646
O 7.8267 8.5793 12.5139
O 2.2438 0.1738 11.3511
O 5.368 -0.4582 11.4381
O 11.6082 3.6109 12.162
O 6.0214 3.5759 16.8068
O 2.2553 7.9789 11.0923
O -0.0912 -1.3233 16.4384
O 0.5325 8.1069 14.9011
O 3.4424 3.8085 14.7326
O 5.4563 -0.5853 14.5411
O 10.676 3.4887 16.7126
O -4.0061 6.5845 19.4941
O 11.9544 2.7447 14.5192
O 16.2069 1.7086 13.2622
O 7.2802 -2.5508 14.9866
O -1.7073 -2.3556 14.4013
O 8.4797 -4.7359 14.3372
O -1.261 -3.5672 16.7041
O 3.5128 6.2865 15.9593
O 5.9149 6.1282 14.9297
O 7.1404 4.1694 18.8148
O 8.3268 2.5487 16.7265
O 11.1895 5.4164 14.8476
O 6.6727 13.3231 14.891
O 7.9337 20.7081 20.4196
O 5.2591 5.9558 17.4889

Results
free energy: -36707.947 eV
free energy less fixed offsets of O -463.61, Si -117.95 eV per atom: 4.043 eV
pressure: -1.60 GPa
stress xx, yy, zz, yz, xz, xy (GPa, positive in tension): 0.72, 3.44, 0.64, 0.66, -0.21, -0.1

Forces (eV/angstrom), in the order of the atoms: element, x, y, z
Si 0.2297 1.6087 -0.5003
Si 1.2501 0.499 -0.5305
Si 1.7071 -1.1231 -2.0524
Si 1.7452 0.2416 0.1726
Si 1.3952 1.1321 -2.7184
Si -0.9478 -3.2246 -1.5935
Si -0.6552 -0.1373 -0.642
Si -1.4417 -0.5584 -2.4096
Si -1.5215 1.183 0.2231
Si 0.5339 0.2686 -1.5487
Si -0.4277 -0.0296 1.0977
Si -0.2458 -0.9326 0.393
Si -0.7382 0.7983 -1.0963
Si 0.7451 -1.2198 0.0242
Si 1.0751 -0.2913 -1.35
Si -0.653 0.3272 -0.2081
Si 0.3158 -0.0204 1.4469
Si 0.0149 1.4651 0.2175
Si -1.1695 0.7674 -1.3533
Si 0.1598 -0.2828 -1.8585
Si -3.1072 -0.0339 -0.8905
Si -2.9057 0.0305 -1.8773
Si -0.777 -1.1174 1.5823
Si -0.1921 0.8055 1.249
Si 1.7327 0.1427 -1.3857
Si -0.3181 -0.2815 -2.0581
Si 0.8946 -0.9729 0.3456
Si 0.2807 -2.2571 -2.1057
Si 0.7182 -1.3304 1.3103
Si 0.0828 0.4622 0.136
Si 2.131 1.0407 0.5364
Si 0.7283 -3.3459 -3.943
Si 1.0353 0.7759 0.7386
Si 0.4623 1.1445 0.8365
Si 0.0025 -1.5621 0.8365
Si 1.0067 -2.5033 0.0184
Si 1.1228 -0.6852 -1.0086
Si 0.5624 3.0084 2.2592
Si 0.8571 1.0677 -0.5979
Si -0.392 0.3827 1.1461
Si 0.5157 -2.5251 -1.5247
Si 0.4884 3.9125 3.4681
Si -0.4066 0.8621 2.2371
Si -0.0895 0.0083 1.55
Si -1.3318 1.2737 -0.0948
Si 0.0681 0.1351 0.2245
Si -2.7391 -0.9619 0.9886
Si -0.7334 -0.7005 -1.6073
Si 0.6666 -0.3082 -1.1343
Si 2.6322 0.6892 -0.3029
Si 0.4649 0.767 0.2008
Si -1.655 0.5453 0.1499
Si -0.2082 0.7114 -0.8937
Si 0.3495 0.0184 -0.2993
Si 0.5502 -0.2783 0.957
Si -2.1817 -1.1953 -0.2109
Si -1.317 1.6023 0.5156
Si 0.035 -0.2495 1.2034
Si -0.3193 -1.0745 0.5952
Si -2.5297 0.0188 -1.4455
Si -2.0914 -0.4442 0.0177
Si 2.5679 -0.1516 -1.0704
Si -1.0372 -0.4599 1.0723
Si 1.4012 -1.1791 0.847
Si -0.8023 0.4403 -1.1169
Si 0.0395 -0.3065 -1.1226
Si 0.1674 0.2244 0.4744
Si 2.6971 1.2955 2.2394
Si 2.7014 -1.8568 1.3949
Si 0.3216 0.6908 -1.6145
Si -2.2024 0.3517 1.4009
Si 2.9088 -0.5485 0.3102
Si 0.5237 -1.3659 -3.5791
Si -0.377 0.8332 -1.4008
Si 2.6473 1.3528 -1.5611
Si 0.5611 -0.7199 -0.9119
Si 0.1293 0.0812 1.1496
Si 0.0537 1.3773 -1.1321
Si -1.3701 -0.716 -0.8215
Si -0.0051 1.369 1.9503
Si -0.0998 -1.2036 -0.0744
Si -1.3494 -1.6474 -1.1617
Si 0.0554 0.1378 -1.1498
Si 0.8316 0.2673 -1.3221
Si 0.9822 4.7052 0.1309
Si 1.7761 1.9606 -1.0886
Si 1.9504 3.2266 2.3987
Si -1.1109 0.1771 0.963
Si 1.8136 0.6684 -0.5381
Si -1.6689 -0.9541 -0.0771
Si -0.769 -1.2949 -5.1196
Si -1.5253 -1.4911 -0.6954
Si 0.395 -1.0329 2.2236
Si 0.615 1.0787 -2.6167
Si -0.93 1.4801 4.2024
Si -0.233 -1.2203 0.6199
Si -0.5063 0.1046 -0.2471
Si -3.5461 -2.3447 0.1259
Si 1.4661 1.0279 0.2971
O 0.5449 -0.8458 0.6885
O -1.6643 1.85 1.9302
O -0.9917 -1.2093 1.4036
O 0.2821 0.0779 1.6764
O -0.9789 0.8336 -2.0091
O 2.0616 -1.1835 -2.0384
O -0.1594 -0.4115 2.0428
O 0.2812 -0.3846 -0.8901
O 0.7991 -0.2086 0.094
O 1.219 2.5109 2.2151
O 1.2231 0.7369 1.522
O 0.1946 -0.2022 -2.3773
O 1.285 1.9624 0.9815
O 0.9403 0.6609 2.9575
O 0.4151 -2.0138 -0.1685
O -1.3683 0.1361 1.4539
O -0.3789 0.0489 1.563
O -2.4665 -0.2965 -1.3656
O 0.0004 -0.6728 0.756
O -0.2736 0.9057 -1.3014
O -1.1675 1.0313 1.1779
O -2.1392 -0.8174 1.1727
O 0.0043 -0.1714 4.3398
O 0.4556 -2.3617 0.1668
O -2.5702 0.1004 1.6596
O 0.5048 -0.9573 -1.3504
O 1.7036 -0.0836 -4.1397
O -2.098 -0.3804 -1.1401
O 1.2435 -0.1286 0.3114
O -0.2422 -0.6043 0.4099
O -1.2147 2.0586 -0.0697
O 1.7411 -2.3481 2.9418
O -3.3773 0.7878 1.5797
O -1.0321 -1.4276 1.1299
O -0.284 1.5336 1.4446
O 0.2221 -2.2461 -1.4029
O 0.8484 -1.678 -1.4659
O 0.0837 1.9847 -4.325
O 0.3479 1.1086 0.3383
O 0.2677 1.3997 0.7452
O -0.9292 0.0933 1.1479
O 0.7899 -0.277 0.1972
O -0.5187 0.5578 0.3762
O -0.1872 -0.14 0.3088
O 0.6577 0.6417 -0.2513
O 0.1644 -1.4884 0.3226
O -2.6787 -2.06 -0.9623
O 0.2178 1.8026 0.738
O -0.5968 0.925 1.4843
O 3.0528 -1.5882 0.8814
O -0.4485 -1.0725 0.196
O 0.3063 1.1062 0.7719
O 0.2486 -0.9159 0.5813
O 1.1244 0.9054 0.742
